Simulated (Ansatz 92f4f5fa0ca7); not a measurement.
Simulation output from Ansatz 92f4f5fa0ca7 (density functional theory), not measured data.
Periodic cell of 226 atoms, Si134O92, from a study of silicon, its oxide and their interface. The atomic structure is a simulated model.
Doubt: the cutoff is far below the 930 eV that the study's wrapper takes by default for these files, so forces and energies are approximate.
This geometry differs little from another in the collection (a relaxation step or a small displacement).

Settings
functional: PBE
potential files: Ansatz PAW
basis: plane waves
wave-function cutoff: 580 eV
density cutoff ratio: 5
exchange-correlation grid ratio: 1
k mesh: 1 x 1 x 1, Gamma-centred
self-consistency stop: 5e-08 eV per atom in the density residual
occupations: fixed
spin: none
net charge: 0

Cell vectors (angstrom)
a  10.938  0  0
b  0  10.938  0
c  0  0  32.8717

Atoms and the computed forces on them: element, x, y, z (angstrom), force x, y, z (eV/angstrom)
Si  -0.0762  0.2506  25.2859  0.0042  -0.0037  -0.0233
Si  5.8447  -0.265  25.5221  -0.0219  0.0351  0.0994
Si  2.6959  2.9856  25.2678  -0.0101  0.0138  -0.0208
Si  8.5815  2.4321  25.4434  -0.0157  0.0337  0.0656
Si  0.4263  5.1965  25.3723  -0.0216  0.0083  0.0491
Si  5.3077  5.7562  25.4062  0.0035  -0.0096  -0.0003
Si  3.0988  8.0115  25.343  -0.0222  0.0184  0.0424
Si  8.033  8.4662  25.5833  0.0042  -0.0002  0.0376
Si  1.4856  1.4069  26.624  0.0203  -0.0251  0.0281
Si  6.9753  1.3435  26.7877  -0.0043  0.0062  -0.0066
Si  4.1723  4.1372  26.6973  0.0233  -0.0171  0.0218
Si  9.7128  4.0814  26.6921  -0.0011  0.0032  -0.009
Si  1.499  6.8362  26.6759  -0.0161  0.0072  -0.0041
Si  6.8634  6.8538  26.7999  0.0102  -0.0089  0.0202
Si  4.1908  9.5493  26.758  -0.0086  0.0079  -0.0054
Si  9.6985  9.6371  26.7138  0.0253  -0.026  0.0169
Si  2.7593  -0.0112  28.0521  0.0032  -0.0014  -0.0063
Si  8.2813  -0.0423  28.141  -0.0114  0.0302  0.0063
Si  0.0738  2.6898  28.0833  -0.0187  0.0241  0.0023
Si  5.5091  2.7186  28.0626  0.0013  -0.0064  -0.0049
Si  2.7774  5.448  28.1005  -0.0119  0.0087  0.0082
Si  8.257  5.4234  28.0634  0.0098  -0.0113  -0.0008
Si  0.0546  8.171  28.0473  0.0091  -0.0045  -0.0046
Si  5.4838  8.1795  28.1559  -0.0057  -0.0013  0
Si  4.1018  1.3673  29.4534  0.0832  0.006  -0.2455
Si  9.5708  1.3673  29.4534  0.3707  0.0677  0.2709
Si  1.3673  4.1018  29.4534  0.141  -0.0435  0.0841
Si  6.8362  4.1018  29.4534  0.1507  -0.0748  -0.1298
Si  4.1018  6.8362  29.4534  -0.0408  -0.1758  0.4469
Si  9.5708  6.8362  29.4534  0.1665  -0.0354  -0.2727
Si  1.3673  9.5708  29.4534  0.0869  -0.049  -0.2361
Si  6.8362  9.5708  29.4534  0.2082  -0.0803  0.3508
Si  0  0  30.8207  -0.0307  0.0993  0.0049
Si  5.469  0  30.8207  0.0442  0.0552  -0.0186
Si  2.7345  2.7345  30.8207  -0.0123  0.095  0.0008
Si  8.2035  2.7345  30.8207  0.0281  0.0558  -0.0227
Si  0  5.469  30.8207  0.0041  0.0134  -0.0235
Si  5.469  5.469  30.8207  -0.0228  0.0982  -0.0032
Si  2.7345  8.2035  30.8207  0.0266  0.0089  -0.0052
Si  8.2035  8.2035  30.8207  -0.066  0.0589  0.0021
Si  1.3673  1.3673  32.1879  0.0244  -0.0719  -0.0219
Si  6.8362  1.3673  32.1879  0.0231  -0.0067  -0.0126
Si  4.1018  4.1018  32.1879  0.0801  -0.0451  -0.025
Si  9.5708  4.1018  32.1879  -0.0103  -0.005  -0.0111
Si  1.3673  6.8362  32.1879  -0.0184  -0.004  -0.0099
Si  6.8362  6.8362  32.1879  0.0419  -0.049  -0.0177
Si  4.1018  9.5708  32.1879  0.0073  -0.0423  -0.0107
Si  9.5708  9.5708  32.1879  0.034  -0.074  -0.0237
Si  2.7345  0  0.6835  -0.0251  0.0676  0.0379
Si  8.2035  0  0.6835  -0.0343  0.044  0.0286
Si  0  2.7345  0.6835  0.0137  0.0142  -0.0082
Si  5.469  2.7345  0.6835  -0.07  0.0565  0.0118
Si  2.7345  5.469  0.6835  -0.0025  0.0136  0.028
Si  8.2035  5.469  0.6835  -0.0167  0.0228  0.036
Si  0  8.2035  0.6835  -0.0557  0.0643  0.0159
Si  5.469  8.2035  0.6835  0.0253  -0.0096  -0.007
Si  4.1018  1.3673  2.0507  0.1171  -0.0187  0.0019
Si  9.5708  1.3673  2.0507  -0.0114  -0.0149  0.0072
Si  1.3673  4.1018  2.0507  -0.1277  -0.0811  -0.0139
Si  6.8362  4.1018  2.0507  0.0298  -0.0681  0.0183
Si  4.1018  6.8362  2.0507  0.0698  0.0498  -0.0061
Si  9.5708  6.8362  2.0507  0.0438  -0.0494  0.0218
Si  1.3673  9.5708  2.0507  -0.0309  -0.1594  -0.0073
Si  6.8362  9.5708  2.0507  -0.084  -0.1473  0.0168
Si  0  0  3.418  -0.1388  0.0397  0.203
Si  5.469  0  3.418  -0.4495  0.0433  -0.044
Si  2.7345  2.7345  3.418  -0.1176  -0.108  0.2308
Si  8.2035  2.7345  3.418  -0.1681  -0.1084  -0.1702
Si  0  5.469  3.418  0.0827  -0.0426  -0.4776
Si  5.469  5.469  3.418  -0.0851  0.1492  0.0415
Si  2.7345  8.2035  3.418  0.0172  0.2801  -0.2304
Si  8.2035  8.2035  3.418  -0.191  0.1171  0.0199
Si  1.3415  1.3553  4.8326  -0.0273  0.0114  -0.0007
Si  6.8091  1.3499  4.7723  0.0166  -0.0026  -0.0111
Si  4.0756  4.126  4.7857  0.0002  0.005  0.0048
Si  9.5425  4.1319  4.7293  -0.0068  -0.0087  -0.0227
Si  1.3929  6.8117  4.7239  0.0049  -0.0056  -0.0057
Si  6.7653  6.9042  4.7936  -0.0086  0.0005  -0.0023
Si  3.9539  9.6821  4.8122  0.0149  -0.0397  -0.0012
Si  9.5203  9.59  4.8007  -0.0036  -0.0006  -0.0086
Si  2.489  -0.048  6.3942  -0.0143  0.0341  0.0057
Si  8.094  -0.0449  6.2158  0.0073  -0.0007  0.02
Si  -0.0642  2.7495  6.0993  0.0125  -0.0227  0.0148
Si  5.3456  2.6592  6.1014  -0.0239  0.0172  0.004
Si  2.7105  5.4857  6.1731  0.0034  0.0008  0.0046
Si  8.1161  5.4507  6.066  0.0258  0.0325  0.0245
Si  -0.0644  8.0945  6.012  0.0128  0.0084  0.0395
Si  5.3094  8.29  6.1103  0.0003  0.0062  0.0056
Si  4.1251  1.223  7.5668  0.0047  0.0364  0.002
Si  9.2599  1.6251  7.3877  0.0048  -0.0104  -0.0508
Si  1.0805  4.3254  7.414  0.0162  -0.0291  -0.0369
Si  6.9759  3.8343  7.2918  -0.0004  -0.0047  -0.0047
Si  3.7698  7.1654  7.4816  -0.0017  -0.04  -0.0549
Si  9.7577  6.5213  7.3422  -0.0464  -0.0284  -0.0773
Si  1.2471  9.0984  7.6593  -0.0367  -0.0632  -0.0718
Si  6.3408  9.8588  7.5147  0.0068  0.0074  -0.0562
O  8.3657  -4.0793  19.9437  -0.0068  0.0025  0.0041
O  9.8271  7.4402  22.0567  0.007  0.0064  -0.0127
O  4.52  -0.9567  13.7043  -0.0037  -0.0006  -0.0036
O  6.6843  9.1543  8.9672  0.0169  0.0018  0.0451
O  4.6647  6.6967  8.78  0.0244  -0.0083  0.0325
O  8.1134  2.7501  7.7948  -0.008  0.0072  0.0182
O  4.1983  6.8643  24.8557  0.0105  -0.0038  -0.011
O  7.7875  3.0694  24.1578  -0.0115  0.0077  -0.0199
O  4.0712  4.4305  9.8806  0.0088  0.0015  -0.0107
O  9.8872  1.065  8.8248  -0.0021  -0.0016  0.0352
O  5.2848  11.0554  7.9536  -0.003  -0.013  0.0161
O  -1.6997  7.2749  8.7129  0.0157  0.0405  0.0418
O  6.3705  4.595  8.6  -0.0002  0.0031  -0.0017
O  3.6227  1.9445  8.9798  -0.0097  0.0059  0.008
O  15.2805  3.7577  13.6025  0.0035  -0.0001  -0.0025
O  2.5512  8.1407  8.0634  -0.0054  0.0288  0.0271
O  5.9743  5.0496  24.076  0.0025  -0.0088  -0.0031
O  3.4845  2.4322  23.9016  0.0167  -0.01  -0.003
O  6.928  9.5434  24.9821  0.0104  -0.0198  -0.023
O  8.7337  7.7042  24.3307  0.0185  -0.0112  -0.0332
O  -0.1908  5.9417  24.0424  -0.0166  0.0142  -0.018
O  8.2889  -2.0421  15.4975  -0.0002  -0.0011  0.001
O  2.5271  8.7433  23.9781  -0.0113  0.0128  -0.023
O  -1.2596  12.2731  24.8402  0.0246  -0.0228  -0.0192
Si  13.0451  3.0958  18.0047  0.0093  -0.0061  -0.009
Si  17.3503  -8.5507  21.0653  -0.0165  0.0071  -0.0045
Si  17.7641  -5.9468  11.9831  -0.009  0.0095  0.0016
Si  5.1052  13.4247  18.2769  0.0032  -0.002  0.0098
Si  20.3569  6.6049  23.3794  0.0072  -0.0318  -0.0114
Si  7.7327  1.5819  14.1512  0.0035  0.0011  0.0021
Si  11.476  0.3699  18.4  0.007  -0.0119  -0.0022
Si  2.9632  3.2616  9.7151  0.0042  0.0087  0.0039
Si  18.6158  13.6365  16.7651  -0.0043  0.0026  0.0005
Si  21.9834  18.9052  12.4838  -0.0039  -0.0019  0.003
Si  5.4134  -4.5343  16.8833  0.0041  -0.0003  -0.0027
Si  34.1073  4.2362  15.1821  0.002  -0.0016  -0.007
Si  14.2878  9.7873  14.8551  0.0012  0.0059  0.007
Si  5.3154  -5.5326  9.5182  -0.0255  -0.001  0.0047
Si  4.236  12.1062  23.1428  -0.0232  0.004  -0.032
Si  26.7632  5.2305  14.1115  -0.0017  -0.0006  0.0051
Si  15.8443  -11.3958  17.4422  -0.0009  0.0033  0.0007
Si  9.0735  12.0969  10.2449  0.0027  -0.0048  -0.006
Si  1.9065  -0.9838  23.0651  0.0127  0.0103  -0.021
Si  15.1647  7.8536  19.0694  -0.0085  0.0073  -0.0092
Si  21.8802  -10.8401  12.6298  -0.0045  -0.0011  0.0035
Si  7.2853  -1.1346  10.3388  -0.0018  -0.0146  -0.0052
Si  12.2317  2.8478  12.38  0.0219  -0.0047  -0.0044
Si  7.2198  -6.6034  23.3083  0.01  0.0013  -0.017
Si  13.4324  6.8803  14.2101  -0.0015  -0.0041  0.0047
Si  -9.5228  -2.1075  20.099  -0.0006  0.0097  0.0066
Si  11.3283  10.359  15.3679  0.0005  -0.0002  0.0008
Si  -1.8993  12.7895  19.5571  -0.0049  -0.0029  -0.0059
Si  9.9725  8.2668  9.783  -0.0127  0.0077  0.0055
Si  -1.3788  5.0106  16.3451  -0.0024  0.0063  -0.0029
Si  20.8476  -3.9369  20.5021  0.0019  0.003  -0.0011
Si  -0.2168  15.3479  19.2928  -0.005  0.0052  -0.0069
Si  20.174  3.3973  12.0135  0.0029  -0.0013  0.0042
Si  7.0911  8.8349  16.592  0.0031  0.0045  -0.005
Si  -1.3519  -2.9657  15.12  0.0035  0.0012  0.0011
Si  5.6998  10.7271  12.821  0.0012  -0.0051  0.0067
Si  5.4079  2.7157  12.9386  0.0005  0.0026  0.0012
Si  7.062  -3.7707  19.0279  0.008  -0.0042  -0.0115
O  7.1344  -21.7246  13.5818  -0.0018  0.0017  -0.0004
O  21.5474  -6.5989  15.2954  0.0052  0.0016  0.0059
O  10.6931  7.4223  10.9879  0.0077  -0.007  0.0099
O  0.5524  -1.4038  12.3225  -0.0027  0.0027  -0.0056
O  8.3386  2.244  18.1601  0.0002  0.0014  0.001
O  6.1891  3.4873  11.7243  -0.0053  -0.0049  0.0037
O  6.3861  -0.6422  16.7571  -0.0005  0.0019  0.0017
O  13.9265  -2.7336  15.0196  -0.0008  0.0008  -0.0016
O  25.7041  -4.6443  13.4938  -0.0074  0.0027  0.0006
O  13.3702  13.9555  11.2309  -0.0275  -0.0071  0.0214
O  23.4336  1.6355  18.4618  -0.0032  0.0035  -0.0013
O  14.7804  -0.4607  16.2307  -0.0017  -0.0008  -0.0023
O  4.8172  0.8952  18.3035  0.002  0.0067  0.0032
O  16.7295  -8.0155  19.6718  -0.0053  -0.0048  -0.0048
O  17.3649  24.4267  14.1921  -0.0026  0.0012  -0.0007
O  23.7594  10.5083  14.6936  0.0018  -0.0012  -0.0002
O  10.0819  0.6021  19.2671  0.0018  0.0003  0.0055
O  16.17  1.5676  21.8899  0.0215  0.0112  -0.0074
O  20.315  -4.3664  15.9211  0.0009  -0.0053  0.0003
O  21.7824  3.6202  11.9914  -0.0082  -0.0005  -0.0054
O  1.8077  -7.5949  16.429  -0.0013  0.006  0.0046
O  9.8587  0.4463  11.4752  0.0057  -0.0029  0.0015
O  17.6782  3.7498  21.8837  -0.006  -0.0136  0.0006
O  19.7846  -8.5793  13.2328  -0.0058  0.0012  0.0002
O  9.9816  3.1191  19.961  0.0004  0.0008  0.0075
O  1.9132  5.7545  15.248  -0.0063  -0.008  -0.0043
O  6.3435  5.5553  13.4396  -0.0036  -0.0011  0.0034
O  14.6396  3.282  18.1886  -0.0081  0.0017  0.0041
O  9.7602  -3.1743  13.5001  -0.0029  0  0.0061
O  15.4578  -1.6008  18.5032  -0.0025  -0.0048  0.0047
O  18.5155  -2.5134  18.1008  -0.0033  -0.0043  0.0055
O  7.6113  11.3896  10.0976  -0.0014  -0.0048  -0.0053
O  1.381  10.0656  19.0343  -0.0074  0.0145  -0.0033
O  15.0449  -4.1531  17.8168  0.0005  -0.0009  0.0046
O  0.6459  10.6102  23.903  0.0098  -0.0074  0.0015
O  1.5198  4.0743  24.8062  0.0166  -0.0185  -0.0098
O  5.0047  -5.6181  15.7454  0.0005  0.0024  0.0032
O  23.5884  14.4183  13.8136  -0.0085  0.0089  0.0087
O  17.1312  5.9277  10.8037  0.0148  -0.0008  0.0076
O  16.5908  -3.4598  19.8677  -0.003  0.0049  0.0152
O  1.6914  3.7277  8.8134  0.0117  -0.0106  0.0201
O  0.1991  11.0835  16.8092  0.0016  0.001  0.0107
O  19.1189  -9.3949  15.7094  -0.0008  -0.0005  0.0044
O  10.0456  4.9325  17.8984  -0.0026  0.0011  -0.0028
O  16.8989  -3.1921  16.0946  -0.0026  -0.0027  0.0061
O  19.6801  9.0619  10.5417  -0.0085  0.0062  -0.016
O  11.143  9.1674  8.9894  -0.0246  0.0092  0.0391
O  12.3255  9.3497  21.6468  -0.0061  -0.0075  -0.0008
O  8.8302  2.7213  10.5918  0.0008  0.0079  0.0033
O  3.0478  11.0746  22.6882  -0.0064  -0.0061  0.0189
O  7.8403  -9.3495  20.6832  0.0098  -0.0024  0.008
O  10.6059  16.4801  20.4333  -0.0019  0.0032  0.0052
O  -4.7561  9.7585  11.5704  -0.0092  0.007  0.0068
O  8.4532  4.8374  12.0616  0.0026  0.0011  -0.0039
O  17.0064  13.7555  17.0075  0.0016  -0.0008  0.0027
O  0.0147  8.0292  19.7764  -0.0063  -0.0066  0.0083
O  8.1789  15.0997  16.2315  0.0029  -0.0004  0.0018
O  10.9358  8.7755  15.6027  -0.0072  -0.0027  -0.0037
O  1.1526  1.2328  12.5162  0.0004  0.0093  -0.0006
O  17.554  -4.9624  17.9503  0.0008  -0.0007  0.005
O  10.3594  11.0063  14.1858  -0.0008  0.0006  0.0014
O  23.2378  4.1664  18.9799  -0.0012  0.0013  0.0064
O  24.6756  7.9337  19.8792  0.0089  -0.0021  0.0063
O  8.3797  5.4191  23.0145  0.0022  0.0122  0.0206
O  -0.062  5.4235  7.8663  -0.0013  0.0202  0.0261
O  23.272  7.1608  13.0508  0.0077  0.0005  0.0036
O  15.922  1.2309  12.3979  -0.0003  -0.0016  -0.0036
O  5.2052  0.4177  24.193  -0.0091  0.0127  -0.0563

Results
free energy: -137509.915 eV
free energy less fixed offsets of O -568.88, Si -635.61 eV per atom: -1.215 eV

The program warned: the cutoff lies below the one the program advises for these potential files; the exchange-correlation potential is rough where the density is thin.
